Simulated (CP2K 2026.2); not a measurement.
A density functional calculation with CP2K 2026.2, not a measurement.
Periodic cell of 504 atoms, Si360O144, from a study of silicon, its oxide and their interface. The atomic structure is a simulated model.
Doubt: the forces sum to 1.69 eV/angstrom along one axis rather than to zero, so they err by at least 0.0033 eV/angstrom per atom on average; the grid cutoff is modest.

Settings
functional: PBE
method: Gaussian and plane waves
basis set: DZVP-MOLOPT-SR-GTH
pseudopotentials: GTH-PBE
grid cutoff: 300 Ry, relative cutoff 40 Ry
k points: Gamma only
occupations: fixed
spin: none
net charge: 0

Cell vectors (angstrom)
a	16.32	0	0
b	0	16.32	0
c	-6.9523	5.397	33.8516

Atoms and the computed forces on them: element, x, y, z (angstrom), force x, y, z (eV/angstrom)
Si	1.608	-1.495	-0.007	-0.234	0.149	0.696
Si	3.868	1.67	0.14	0.097	-0.187	0.728
Si	1.476	3.669	0.209	0.004	0.213	0.735
Si	4.342	6.245	-0.089	-0.206	0.335	0.731
Si	1.147	-6.477	-0.132	0.197	-0.214	0.687
Si	3.859	-3.721	-0.037	0.116	-0.224	0.715
Si	6.956	-1.606	0.188	-0.015	0.195	0.754
Si	9.743	1.129	-0.048	-0.155	0.249	0.777
Si	6.759	4.316	0.309	-0.007	-0.165	0.716
Si	9.289	7.026	0.247	0.132	-0.028	0.748
Si	7.018	9.153	0.031	-0.146	0.145	0.726
Si	-7.18	-3.837	-0.046	0.211	-0.164	0.727
Si	-4.442	-1.135	0.157	0.143	-0.024	0.764
Si	-1.6	1.685	0.231	-0.042	-0.212	0.73
Si	-3.731	3.936	0.074	-0.283	0.05	0.695
Si	-1.438	6.968	-0.027	0.14	-0.159	0.711
Si	-3.673	-7.115	-0.041	-0.162	0.097	0.726
Si	-1.148	-4.306	0.008	-0.101	0.219	0.74
Si	2.747	0.017	1.386	0.002	0.009	-0.015
Si	5.457	2.758	1.469	-0.023	-0.006	-0.051
Si	2.712	5.329	1.344	0.017	-0.008	-0.065
Si	5.351	8.027	1.226	0.002	-0.027	-0.059
Si	2.731	-5.379	1.223	-0.013	0.02	-0.08
Si	5.403	-2.754	1.458	-0.012	0.006	-0.059
Si	8.172	0.023	1.345	0.019	-0.028	-0.046
Si	-5.431	2.761	1.263	0	-0.015	-0.034
Si	8.164	5.544	1.642	0.009	0.015	-0.029
Si	-5.351	8.21	1.33	0.007	-0.005	-0.024
Si	8.106	-5.48	1.289	-0.007	-0.021	-0.04
Si	-5.576	-2.761	1.363	-0.016	0.008	-0.058
Si	-2.8	0.031	1.377	-0.005	-0.006	-0.038
Si	-0.034	2.667	1.639	-0.013	-0.018	-0.044
Si	-2.592	5.464	1.4	0.008	0.03	-0.034
Si	0.088	8.205	1.243	-0.01	0.023	-0.047
Si	-2.668	-5.492	1.336	0.009	0.003	-0.053
Si	0.001	-2.677	1.27	0.01	0.014	-0.029
Si	1.359	1.258	2.84	0.017	-0.013	0.028
Si	4.063	4.073	2.816	-0.008	0.002	0.047
Si	1.403	6.815	2.634	-0.025	-0.025	0.002
Si	4.056	9.499	2.572	0.019	0.008	-0.001
Si	1.371	-4.045	2.655	-0.01	-0.015	0.029
Si	4.093	-1.327	2.771	0.007	0.004	0.03
Si	6.816	1.348	2.738	0.014	-0.008	0.018
Si	9.572	4.064	2.747	0.025	-0.002	0.014
Si	6.692	6.867	2.83	-0.037	0.011	0.03
Si	9.566	-6.744	2.67	-0.025	-0.01	0.021
Si	6.759	-4.17	2.731	0.029	0.008	0.02
Si	-6.856	-1.368	2.762	0.01	0.016	0.04
Si	-4.126	1.411	2.74	-0.022	0.02	0.018
Si	-1.318	4.155	2.863	-0.02	-0.014	0.031
Si	-4.048	6.794	2.705	-0.006	-0.008	0.014
Si	-1.293	-6.822	2.701	0.021	0.01	0.034
Si	-4.1	-4.108	2.635	0.005	0.008	-0.002
Si	-1.383	-1.356	2.66	0.008	0.007	-0.002
Si	-0.04	-0.074	4.126	0.008	-0.015	0.008
Si	2.712	2.687	4.142	0.013	0.006	-0.012
Si	0.067	5.518	4.119	0.019	0.013	0.007
Si	2.729	8.177	4.016	0.008	0.005	-0.005
Si	0.032	-5.419	4.044	-0.004	-0.01	-0.005
Si	2.709	-2.715	4.073	-0.004	-0.01	-0.021
Si	5.465	0.007	4.119	-0.017	-0.013	0.011
Si	8.178	2.715	4.089	0	0.004	-0.008
Si	5.4	5.451	4.168	-0.015	0.007	-0.004
Si	8.165	-8.094	4.061	-0.004	0.002	-0.022
Si	5.398	-5.517	4.05	-0.009	-0.008	0.008
Si	8.107	-2.754	4.083	-0.005	0.016	-0.004
Si	-5.462	0.006	4.092	-0.001	-0.006	-0.022
Si	-2.739	2.749	4.115	0.006	-0.029	-0.023
Si	-5.399	5.438	4.089	0.002	0.008	-0.006
Si	-2.686	8.158	4.062	0.014	0.007	-0.022
Si	-5.428	-5.419	4.069	-0.012	-0.001	0.002
Si	-2.736	-2.736	4.006	-0.007	-0.009	0.003
Si	1.378	-1.328	16.27	0.013	0.001	-0.017
Si	4.087	1.388	16.304	0.009	-0.01	-0.006
Si	1.335	4.073	16.347	0.004	0.003	-0.007
Si	4.032	6.808	16.353	-0.006	-0.008	-0.001
Si	1.367	-6.816	16.339	-0.01	0.008	-0.008
Si	4.069	-4.09	16.266	0.011	0.004	-0.004
Si	6.85	-1.367	16.31	-0.011	0.008	-0.006
Si	-6.791	1.359	16.34	0.007	0.005	0.004
Si	6.808	4.093	16.339	-0.002	0.012	-0.005
Si	-6.802	6.772	16.303	-0.018	-0.012	-0.019
Si	6.765	-6.842	16.245	0.009	-0.014	-0.024
Si	-6.811	-4.056	16.312	0.003	0.004	-0.004
Si	-4.065	-1.341	16.298	0.012	0.012	-0.005
Si	-1.375	1.377	16.361	0.015	-0.016	-0.008
Si	-4.072	4.048	16.371	-0.007	0.004	-0.005
Si	-1.388	6.771	16.336	-0.003	-0.002	-0.011
Si	-4.058	9.507	16.304	-0.002	-0.009	-0.006
Si	-1.351	-4.074	16.291	-0.004	-0.003	-0.012
Si	2.677	0.078	17.641	-0.005	-0.006	0.012
Si	5.454	2.721	17.685	-0.006	-0.002	0
Si	2.667	5.435	17.72	-0.012	0.018	0.009
Si	5.402	8.196	17.676	0.003	0.019	0.003
Si	2.741	-5.431	17.677	0.001	-0.001	0.003
Si	5.475	-2.769	17.592	0.026	0.01	0.013
Si	8.192	-0.007	17.713	-0.014	-0.022	-0.009
Si	-5.439	2.69	17.74	-0.003	-0.001	0.015
Si	8.177	5.441	17.708	0.016	-0.008	0.006
Si	-5.412	8.111	17.63	-0.002	0.005	0.002
Si	8.115	-5.486	17.566	-0.012	0.016	0.01
Si	-5.438	-2.664	17.655	-0.015	0.008	-0.001
Si	-2.714	-0.02	17.707	-0.018	0.02	0.009
Si	-0.031	2.744	17.746	-0.022	0.001	-0.01
Si	-2.708	5.396	17.748	0.029	-0.014	0.006
Si	-0.037	-8.175	17.669	0.009	0.013	-0.012
Si	-2.722	-5.416	17.65	0.009	-0.005	0
Si	0.07	-2.734	17.603	0.003	-0.002	-0.019
Si	1.34	1.42	19.11	0.029	-0.029	-0.025
Si	4.067	4.059	19.033	-0.014	-0.007	-0.031
Si	1.229	6.755	19.077	-0.02	-0.033	-0.029
Si	4.08	-6.75	19.092	0.052	0.005	-0.011
Si	1.399	-4.055	19.023	-0.025	-0.004	-0.005
Si	4.126	-1.309	18.818	0.021	-0.001	-0.036
Si	6.849	1.39	19.053	0.007	0.013	-0.007
Si	-6.773	4.091	19.108	0.011	-0.005	-0.041
Si	6.777	6.839	18.993	0.01	-0.023	-0.017
Si	-6.774	9.537	18.874	0.012	-0.004	-0.029
Si	6.717	-4.241	18.974	-0.082	-0.004	-0.034
Si	9.523	-1.385	19.101	0.039	0.008	0.003
Si	-4.131	1.259	19.112	-0.012	-0.013	-0.024
Si	-1.393	4.039	19.196	0.008	0.005	0.012
Si	-4.102	6.755	19.053	-0.031	0.011	-0.001
Si	-1.348	-6.756	19.005	0.017	0.003	-0.037
Si	-4.063	-4.007	18.978	0.027	0.001	-0.032
Si	-1.227	-1.371	18.956	0.002	0.03	-0.024
Si	0.028	-0.035	20.437	-0.006	-0.005	0.035
Si	2.692	2.805	20.491	0.016	0.033	0.039
Si	-0.114	5.447	20.623	0.001	0.004	0.046
Si	2.658	8.165	20.292	-0.007	-0.007	0.041
Si	0.065	-5.424	20.399	0.024	0.01	0.082
Si	2.834	-2.626	20.203	0.011	-0.011	0.057
Si	5.415	0.008	20.251	-0.021	0.019	0.043
Si	8.208	2.697	20.489	0.017	-0.02	0.037
Si	5.446	5.426	20.335	0.001	0.015	0.021
Si	8.178	8.261	20.24	-0.006	0.013	0.034
Si	5.382	-5.438	20.603	0.021	-0.007	0.054
Si	8.121	-2.906	20.225	0.018	-0.013	0.015
Si	-5.456	-0.094	20.595	-0.004	0.002	0.018
Si	-2.774	2.599	20.492	-0.009	-0.005	0.061
Si	-5.395	5.434	20.525	0.009	-0.02	0.051
Si	-2.796	-8.101	20.302	-0.001	0.004	0.009
Si	-5.518	-5.359	20.233	-0.028	0.017	0.036
Si	-2.539	-2.74	20.275	-0.001	-0.032	0.02
Si	1.779	-1.093	21.593	-0.252	-0.096	-0.748
Si	3.927	1.185	21.637	0.114	0.168	-0.674
Si	1.643	4.45	21.889	-0.348	-0.287	-0.722
Si	3.868	6.647	21.523	0.193	0.03	-0.747
Si	1.14	-7.062	21.69	0.296	0.294	-0.616
Si	4.254	-3.64	21.765	-0.06	-0.315	-0.682
Si	6.574	-1.667	21.371	-0.115	0.026	-0.619
Si	-6.578	1.569	21.917	-0.107	-0.193	-0.727
Si	7.069	4.38	21.673	-0.297	-0.385	-0.623
Si	-7.043	6.741	21.602	0.371	0.126	-0.634
Si	7.11	-6.621	21.749	-0.287	-0.032	-0.686
Si	9.26	-4.354	21.695	0.111	0.145	-0.693
Si	-3.717	-1.336	21.656	-0.281	0.063	-0.672
Si	-1.626	0.965	21.768	0.072	0.169	-0.719
Si	-4.304	3.77	21.852	0.052	0.073	-0.702
Si	-1.331	7.184	21.76	-0.189	-0.467	-0.593
Si	-3.954	-6.466	21.498	-0.178	-0.267	-0.6
Si	-1.533	-4.34	21.719	0.284	0.268	-0.607
Si	-2.601	4.282	24.459	-0.011	-0.07	-0.098
Si	-1.044	4.974	-4.872	-0.051	0.022	-0.014
Si	8.153	0.21	-6.386	0.029	-0.148	0.011
Si	-0.169	-4.339	-6.692	-0.126	0.031	0.019
Si	0.134	5.189	-2.131	-0.01	0.06	0.119
Si	-1.729	-8.144	24.495	-0.068	0.081	-0.073
Si	-0.339	-4.248	24.702	0.009	0.046	-0.216
Si	3.119	5.627	-2.932	0.095	-0.129	0.153
Si	3.25	2.984	-7.175	-0.008	0.034	-0.114
Si	5.651	7.817	23.799	0.154	-0.045	-0.105
Si	-5.334	7.5	-4.268	-0.004	0.029	0.191
Si	-3.955	-6.224	24.312	0.038	0.066	0.028
Si	-3.38	-1.658	-4.723	-0.02	0.07	0.076
Si	5.2	-0.122	-1.999	-0.021	-0.012	0.045
Si	-7.671	3.13	-2.009	0.041	-0.048	0.117
Si	-5.513	5.332	-1.986	0.019	0.012	0.069
Si	-6.551	-1.51	25.728	-0.069	0.041	-0.074
Si	-6.802	6.797	24.55	-0.1	0.08	0.074
Si	-2.544	-2.38	-1.923	0.05	-0.003	0.084
Si	-1.104	-6.085	-4.268	0.048	0.011	-0.033
Si	5.161	1.171	24.389	0.03	-0.036	-0.137
Si	1.805	-6.352	-3.104	0.013	-0.066	0.059
Si	7.143	5.066	24.471	-0.125	-0.025	-0.135
Si	0.374	4.192	24.748	0.003	0.131	0.005
Si	-1	0.069	-4.795	-0.026	0.034	0.04
Si	3.747	-1.638	-4.027	0.02	0.021	0.014
Si	7.94	-0.182	23.679	0.093	0.22	-0.034
Si	-0.904	7.666	-5.92	-0.055	-0.036	-0.026
Si	-4.979	-3.285	23.811	-0.07	-0.192	-0.057
Si	4.337	-4.463	-3.022	-0.009	-0.035	0.087
Si	-4.581	5.731	26.216	-0.076	-0.043	0.079
Si	-0.312	-0.096	-1.913	0.079	-0.082	0.009
Si	5.528	0.584	-4.726	0.028	-0.026	0.02
Si	2.847	-0.593	25.674	-0.079	-0.03	0.054
Si	3.758	8.085	-4.358	0.046	0.151	-0.035
Si	-6.381	-1.966	-4.909	-0.104	-0.045	-0.004
Si	2.307	-2.883	23.967	0.092	-0.018	-0.218
Si	5.907	8.032	-6.597	-0.113	-0.09	0.026
Si	-6.957	3.128	-6.62	-0.094	-0.002	0
Si	6.001	-6.89	-2.905	0.074	-0.001	0.008
Si	-6.342	-4.207	-3.042	-0.044	0.073	0.116
Si	-4.004	-6.156	-3.015	-0.003	-0.098	-0.005
Si	7.857	7.334	-4.388	-0.078	-0.038	0.078
Si	-7.238	-4.679	-5.695	0.039	0.008	0.027
Si	0.07	-0.081	26.366	0.034	0.033	-0.072
Si	6.792	2.794	26.359	0.172	-0.039	-0.098
Si	0.925	-6.982	24.677	0.045	0.037	-0.12
Si	-1.182	2.543	-6.724	-0.064	0.055	-0.048
Si	-1.184	1.829	24.697	-0.025	0.039	-0.09
Si	4.514	3.582	-4.604	0.028	-0.03	0.162
Si	-4.076	3.582	-7.31	0.075	-0.05	0.023
Si	1.146	-1.81	-5.691	0.115	0.06	0
Si	7.502	4.352	-4.39	0.023	0.011	0.093
Si	-3.364	6.19	-6.16	0.068	-0.073	0.095
Si	1.345	-1.402	5.47	0.003	-0.001	0.01
Si	4.097	1.353	5.479	0.001	-0.006	0.014
Si	1.371	4.094	5.466	0.003	0.001	0.004
Si	4.045	6.835	5.463	0.004	0	0.009
Si	1.374	9.529	5.405	0.002	0.001	0.008
Si	4.068	-4.105	5.408	0.006	0.001	0.007
Si	6.788	-1.385	5.464	0.011	-0.008	0.014
Si	9.511	1.353	5.466	-0.005	-0.005	-0.001
Si	6.811	4.079	5.453	-0.006	-0.015	0.002
Si	-6.803	6.814	5.401	-0.015	-0.016	-0.002
Si	6.8	-6.786	5.45	0.005	-0.01	0.009
Si	-6.8	-4.072	5.431	-0.006	0.005	0.006
Si	-4.072	-1.367	5.406	0.005	0.001	0.004
Si	-1.375	1.354	5.443	-0.002	0.01	0.006
Si	-4.076	4.095	5.487	0.001	0.004	0.004
Si	-1.34	6.831	5.461	-0.003	0.009	0.009
Si	-4.067	-6.799	5.409	-0.001	-0.005	0.008
Si	-1.368	-4.082	5.394	0.006	0.01	-0.009
Si	2.714	-0.015	6.807	0	-0.006	0.003
Si	5.455	2.722	6.822	-0.002	0	-0.001
Si	2.716	5.455	6.828	0.003	0.014	-0.002
Si	5.445	-8.155	6.808	0	-0.002	0.003
Si	2.721	-5.447	6.792	0.001	-0.009	-0.004
Si	5.418	-2.746	6.798	0.004	0.005	0.001
Si	8.155	-0.016	6.814	-0.009	-0.007	0.002
Si	-5.448	2.722	6.818	0.001	0	0.003
Si	-8.147	5.453	6.79	0.001	0.002	-0.002
Si	-5.436	-8.157	6.772	0.004	0.008	-0.008
Si	-8.16	-5.425	6.802	-0.008	0.011	0
Si	-5.433	-2.714	6.785	-0.016	0.004	-0.002
Si	-2.728	-0.012	6.796	0.004	-0.007	-0.007
Si	-0.009	2.723	6.798	-0.006	0.004	0
Si	-2.699	5.455	6.816	0.007	-0.008	0.003
Si	0.015	8.192	6.802	-0.009	-0.001	0.002
Si	-2.718	-5.437	6.775	0.003	0	-0.001
Si	-0.021	-2.751	6.808	0.006	0	-0.001
Si	1.358	1.362	8.156	0.011	0.003	-0.007
Si	4.089	4.088	8.169	0.012	0.008	0.001
Si	1.35	6.813	8.171	-0.007	-0.008	-0.002
Si	4.084	-6.795	8.162	0.008	0.009	-0.008
Si	1.353	-4.098	8.161	-0.016	-0.006	0
Si	4.071	-1.374	8.164	-0.011	-0.013	-0.002
Si	6.803	1.351	8.174	-0.002	-0.002	-0.004
Si	-6.803	4.091	8.166	-0.009	-0.003	-0.002
Si	6.803	6.797	8.159	-0.01	-0.002	0
Si	-6.796	-6.802	8.146	-0.008	-0.005	-0.009
Si	6.798	-4.077	8.166	0.006	0.009	0.002
Si	-6.791	-1.366	8.16	0.008	0.008	-0.001
Si	-4.083	1.352	8.161	-0.002	-0.002	0.003
Si	-1.357	4.08	8.169	-0.003	0	0.005
Si	-4.081	6.812	8.154	-0.007	-0.003	-0.006
Si	-1.361	-6.783	8.155	0.006	0.002	-0.002
Si	-4.078	-4.082	8.144	0.005	0.005	-0.012
Si	-1.363	-1.366	8.158	0.007	-0.004	-0.004
Si	-0.001	-0.001	9.515	-0.007	0	0.003
Si	2.72	2.723	9.518	-0.003	0.004	-0.004
Si	-0.002	5.443	9.527	-0.001	0.007	0.004
Si	2.722	-8.155	9.52	0.009	-0.001	-0.007
Si	-0.007	-5.441	9.53	0.004	-0.006	0.001
Si	2.71	-2.728	9.52	-0.001	0.004	-0.002
Si	5.433	-0.005	9.523	0.005	-0.003	-0.001
Si	-8.16	2.722	9.522	-0.004	-0.005	0.001
Si	5.448	5.439	9.529	0.003	-0.004	0.006
Si	-8.155	-8.161	9.514	-0.002	-0.005	-0.003
Si	5.442	-5.44	9.525	-0.001	-0.001	-0.002
Si	-8.156	-2.719	9.519	-0.006	0.007	-0.006
Si	-5.441	-0.003	9.523	-0.01	-0.009	-0.001
Si	-2.723	2.717	9.517	0.008	0.001	-0.002
Si	-5.438	5.449	9.519	0.009	-0.005	-0.001
Si	-2.72	-8.152	9.513	0.003	0.006	-0.006
Si	-5.435	-5.443	9.51	-0.002	0.004	-0.002
Si	-2.723	-2.725	9.515	-0.006	0.003	0.001
Si	1.359	-1.359	10.88	0.009	-0.004	0.002
Si	4.076	1.364	10.884	-0.005	0	0
Si	1.361	4.083	10.882	0.005	0.005	0.001
Si	4.077	-9.521	10.875	0.001	0.003	-0.001
Si	1.355	-6.804	10.879	-0.011	-0.001	0
Si	4.077	-4.081	10.879	0.004	0.002	-0.003
Si	6.807	-1.355	10.876	0.008	-0.006	0.001
Si	-6.797	1.364	10.878	0.002	0.005	0.002
Si	-9.52	4.071	10.888	0.007	-0.002	-0.001
Si	-6.803	-9.521	10.884	-0.009	0.008	-0.002
Si	-9.516	-6.805	10.877	-0.006	0.002	0
Si	-6.795	-4.085	10.873	-0.006	0.004	0.003
Si	-4.077	-1.363	10.875	0.005	0.002	-0.003
Si	-1.359	1.362	10.875	-0.005	-0.004	0.002
Si	-4.081	4.082	10.875	-0.007	-0.004	0.004
Si	-1.368	6.8	10.878	-0.005	-0.009	0.001
Si	-4.078	-6.801	10.881	0.005	-0.007	-0.003
Si	-1.367	-4.078	10.885	0.006	0.004	0.001
Si	2.717	0.006	12.244	-0.005	-0.005	0
Si	5.435	2.721	12.254	0.006	-0.002	0.009
Si	2.719	5.444	12.243	0.008	0.009	0.001
Si	5.439	-8.168	12.231	0.004	-0.006	-0.002
Si	2.711	-5.44	12.232	0.004	-0.005	0.001
Si	5.447	-2.718	12.226	0	0.009	-0.005
Si	8.161	0.01	12.238	-0.001	0.003	0
Si	-5.438	2.722	12.236	0.002	0.003	0.003
Si	-8.157	5.426	12.246	-0.013	-0.011	0.005
Si	-5.44	-8.164	12.243	-0.003	-0.005	0.005
Si	-8.154	-5.445	12.234	0.005	-0.001	0.003
Si	-5.433	-2.724	12.232	0.003	0.007	-0.002
Si	-2.723	0.005	12.231	0.002	-0.005	0.001
Si	-0.003	2.723	12.239	0.001	0.002	0.004
Si	-2.723	5.436	12.24	0.002	0.006	-0.004
Si	-0.001	8.151	12.236	0.006	0.005	-0.002
Si	-2.718	-5.447	12.248	-0.005	-0.003	0.003
Si	-0.006	-2.714	12.239	-0.01	-0.001	0.006
Si	1.354	1.369	13.605	0.002	-0.01	0.005
Si	4.077	4.095	13.612	-0.016	0.012	0.005
Si	1.348	6.792	13.605	-0.005	-0.01	0
Si	4.065	-6.814	13.577	0.007	0.01	0
Si	1.353	-4.08	13.593	0	0.003	0.01
Si	4.098	-1.352	13.586	0.015	-0.013	-0.008
Si	6.801	1.361	13.611	0.003	-0.003	0.01
Si	-6.795	4.066	13.611	0.006	0.002	0.002
Si	6.785	-9.541	13.591	0.006	0.005	0
Si	-6.8	-6.804	13.602	-0.01	0.004	0.008
Si	6.805	-4.076	13.583	-0.005	-0.001	-0.001
Si	9.541	-1.344	13.581	-0.002	-0.01	-0.004
Si	-4.072	1.372	13.595	-0.008	-0.003	-0.004
Si	-1.364	4.078	13.605	0	0.004	0.003
Si	-4.088	6.784	13.602	0.002	-0.011	0.005
Si	-1.352	9.506	13.601	0.01	-0.009	0.004
Si	-4.083	-4.087	13.602	0.002	0.006	0.01
Si	-1.365	-1.347	13.592	-0.006	0.016	0
Si	-0.025	0.023	14.963	-0.006	-0.002	0.006
Si	2.71	2.74	14.962	-0.001	-0.005	0.005
Si	-0.011	5.432	14.973	-0.003	0.003	-0.001
Si	2.708	8.156	14.955	0.01	0.007	0.003
Si	0.011	-5.454	14.962	-0.004	0.003	-0.002
Si	2.727	-2.706	14.923	0.006	0.018	-0.003
Si	5.449	-0.006	14.974	-0.007	-0.013	-0.002
Si	8.16	2.717	14.979	-0.008	0	0.001
Si	5.426	5.453	14.994	0.009	-0.003	0.002
Si	8.158	-8.195	14.931	-0.013	-0.009	-0.011
Si	5.427	-5.45	14.911	-0.003	-0.004	-0.001
Si	8.184	-2.707	14.922	0.003	0.018	0.002
Si	-5.43	0.021	14.953	0.007	-0.001	-0.001
Si	-2.719	2.722	14.974	0.005	0.001	0.006
Si	-5.425	5.407	14.978	-0.006	0.012	0.008
Si	-2.718	8.138	14.95	-0.001	-0.007	-0.006
Si	-5.445	-5.443	14.972	-0.004	-0.006	0.004
Si	-2.717	-2.714	14.943	-0.004	0.002	-0.004
O	3.146	-2.069	25.09	0.57	-0.272	0.317
O	-2.802	-5.354	21.861	-0.033	0.071	0.022
O	5.472	-2.601	22.168	0.123	-0.017	0.527
O	-2.272	7.258	-6.69	0.065	0.532	-0.415
O	-6.766	7.432	23.062	0.207	0.489	0.154
O	-7.815	4.075	-5.627	0	0.47	0.061
O	-5.473	-0.012	-0.447	0.151	0.122	-0.449
O	7.695	-0.997	22.328	0.315	0.075	-0.278
O	-5.458	2.7	22.371	-0.015	-0.064	0.435
O	4.478	7.453	22.779	-0.148	0.097	-0.004
O	2.662	2.673	-0.346	0.07	-0.067	-0.55
O	-6.906	7.717	-4.564	-0.02	0.263	-0.228
O	2.502	1.632	-6.663	-0.258	0.069	0.46
O	1.153	-3.639	24.766	0.212	-0.168	0.368
O	6.372	-6.631	-1.36	-0.389	0.09	0
O	3.606	3.902	-5.906	-0.239	0.489	-0.022
O	-5.365	3.304	-6.372	0.064	0.026	0.409
O	-1.226	0.507	25.604	-0.482	-0.357	0.125
O	-2.063	7.175	23.244	-0.359	-0.453	0.262
O	4.567	-4.151	-1.442	0.29	0.275	-0.048
O	6.35	6.465	24.336	-0.099	0.005	0.268
O	0.528	4.062	-1.054	-0.408	-0.176	-0.237
O	-2.602	8.035	-0.49	-0.075	-0.069	-0.312
O	-2.656	2.783	-0.383	0.08	-0.196	-0.22
O	-0.089	-8.101	21.929	0.272	-0.133	0.176
O	-2.572	-0.257	-4.615	-0.512	0.227	0.225
O	-0.247	6.328	-5.289	0.502	-0.01	-0.077
O	7.727	3.725	-0.839	-0.021	-0.003	-0.031
O	1.758	-6.959	-1.582	0.372	-0.425	0.025
O	-1.064	4.79	24.254	-0.121	0.325	-0.026
O	-6.412	6.211	-0.994	-0.154	-0.35	-0.147
O	5.644	5.296	-0.366	-0.037	-0.031	-0.324
O	-1.891	-3.73	-1.332	-0.183	-0.452	-0.635
O	-0.688	1.159	-0.996	0.13	0.348	-0.169
O	7.21	-7.732	-3.577	0.22	0.155	-0.094
O	2.694	-2.638	-0.445	0.157	0.121	-0.4
O	-2.377	-6.662	24.207	0.439	0.353	-0.297
O	-5.109	6.3	-3.199	0.264	-0.112	-0.055
O	8.039	-2.682	-0.399	0.118	0.008	-0.151
O	-2.958	-2.599	-5.947	0.201	-0.188	0.012
O	-3.77	5.17	-7.334	0.122	0.385	-0.21
O	-4.034	-2.434	22.82	-0.048	-0.112	0.336
O	7.744	3.128	-3.341	-0.124	-0.627	-0.181
O	7.566	-4.574	-6.254	-0.416	0.39	0.309
O	-1.039	-5.069	-5.531	-0.439	0.326	0.174
O	-0.726	6.343	-1.369	0.074	-0.076	-0.147
O	6.997	7.176	-5.754	0.052	-0.647	-0.438
O	-3.859	-1.969	-1.102	-0.24	-0.511	0.006
O	0.297	-5.89	-3.472	-0.022	0.262	0.238
O	-7.795	-1.238	24.738	-0.392	-0.086	-0.009
O	-2.721	-0.167	22.249	-0.106	0.015	0.32
O	-0.93	1.531	23.127	0.338	-0.168	-0.146
O	-1.311	-3.617	25.834	-0.547	0.261	-0.253
O	6.119	-1.034	-1.07	-0.059	-0.099	-0.348
O	3.703	6.322	-1.586	-0.157	0.338	-0.257
O	3.747	4.156	-3.276	-0.005	-0.29	0.46
O	-7.282	-5.015	-4.105	-0.468	-0.428	0.056
O	-8.124	-5.487	22.235	0.099	-0.05	0.321
O	5.557	2.268	25.478	-0.31	0.021	-0.117
O	6.715	4.067	23.253	-0.117	-0.394	0.421
O	1.293	4.057	23.429	0.148	-0.207	0.213
O	3.92	-0.947	-2.568	-0.48	-0.099	0.371
O	-5.309	6.339	24.914	0.528	-0.138	-0.423
O	4.681	1.78	22.963	0.201	0.387	0.085
O	-6.486	-3.248	-5.909	0.214	0.07	-0.517
O	-4.171	-6.449	-1.431	-0.192	0.118	-0.101
O	-4.65	6.983	-5.632	-0.272	0.253	-0.21
O	-2.541	2.697	24.838	-0.754	-0.395	0.042
O	3.341	-3.834	23.127	-0.304	-0.53	0.059
O	-0.811	1.211	-5.897	0.369	-0.04	0.047
O	-6.249	-0.053	26.361	0.862	0.104	-0.069
O	6.693	0.613	-5.824	-0.101	0.221	-0.22
O	4.957	-7.76	25.031	-0.559	0.092	-0.123
O	6.605	-6.88	-6.867	-0.172	-0.12	0.231
O	-1.001	-4.018	23.236	0.019	0.312	0.117
O	5.555	-5.438	-3.506	0.135	0.068	-0.598
O	-1.215	-7.626	-4.728	-0.148	-0.348	0.607
O	5.947	4.299	-4.808	0.105	0.45	-0.089
O	-2.636	5.302	-4.995	-0.237	-0.349	0.632
O	0.071	2.69	25.262	0.339	-0.531	0.672
O	-6.327	-3.722	23.013	-0.307	0.079	0.315
O	-0.736	4.569	-3.343	-0.449	-0.636	0.106
O	2.35	-7.436	-4.195	-0.335	-0.183	-0.423
O	6.934	4.334	25.889	-0.209	0.109	0.528
O	-5.326	-2.206	24.958	0.456	0.297	0.256
O	-6.526	-2.624	-3.414	-0.361	0.251	0.263
O	4.635	1.152	-1.197	0.071	0.348	-0.236
O	1.059	-0.769	-1.374	0.438	0.153	-0.216
O	7.793	5.829	-3.737	0.099	-0.008	0.48
O	-7.607	5.404	24.478	0.332	-0.413	-0.021
O	-6.385	4.036	-2.385	0.128	-0.106	-0.392
O	-2.788	2.728	-6.82	-0.078	-0.337	0.199
O	-0.25	0.474	-3.419	0.29	0.314	-0.133
O	-0.602	3.813	-5.907	0.453	-0.005	-0.012
O	-4.853	-4.802	-3.296	0.344	0.363	-0.308
O	-6.439	-5.817	-6.555	0.352	-0.43	0.235
O	0.065	-7.959	-6.969	0.348	-0.322	0.195
O	1.468	-1.94	22.944	-0.621	-0.252	0.012
O	1.519	5.698	-2.77	-0.112	0.393	-0.389
O	1.596	-6.68	23.221	0.364	0.285	0.085
O	-0.123	8.102	24.663	0.147	-0.531	-0.084
O	6.689	-7.497	23.065	0.198	0.124	0.278
O	6.492	0.292	24.176	-0.102	-0.065	0.296
O	-2.392	7.778	25.912	0.059	-0.638	0.216
O	-7.322	0.999	23.277	0.094	0.058	0.724
O	2.856	-5.118	-3.156	-0.444	0.152	-0.179
O	-0.321	-1.324	-5.244	-0.249	-0.311	0.063
O	4.677	-7.796	-3.094	-0.117	-0.3	0.447
O	8.12	5.616	21.822	-0.072	0.098	0.235
O	1.581	-0.855	-6.91	-0.003	-0.027	-0.283
O	2.203	-1.721	-4.476	-0.234	0.035	0.11
O	0.967	-3.343	-6.128	0.699	-0.149	-0.117
O	4.718	1.977	-4.599	-0.039	-0.064	-0.006
O	1.302	-0.218	25.307	-0.072	0.038	-0.667
O	-3.513	4.425	23.127	0.162	0.269	-0.026
O	4.534	-0.667	-5.072	-0.002	-0.08	-0.531
O	6.13	0.318	-3.244	0.403	-0.182	0.031
O	-0.033	-5.768	25.118	-0.27	-0.15	0.318
O	4.533	-8.025	-5.768	-0.175	0.423	-0.346
O	-1.466	-1.203	-1.785	0.149	0.09	-0.159
O	-6.717	-4.441	-1.491	0.095	-0.333	-0.13
O	-7.172	1.683	-1.476	0.027	-0.283	-0.359
O	-3.017	-2.563	-3.438	0.028	-0.172	-0.058
O	3.498	6.509	-4.224	0.054	-0.487	-0.722
O	1.053	5.02	25.954	0.228	0.227	-0.216
O	2.793	5.579	22.111	0.134	0.303	0.407
O	3.92	0.36	24.978	0.033	0.068	0.313
O	-4.931	-1.266	-4.915	0.002	0.598	-0.111
O	-0.028	-5.388	-0.499	-0.037	0.011	-0.322
O	-4.627	-7.437	-3.8	-0.11	0.081	-0.137
O	-7.293	1.562	-6.434	0.226	-0.148	0.225
O	-4.234	-4.617	24.391	0.22	0.042	0.165
O	2.09	-7.303	25.726	0.176	-0.121	-0.191
O	-2.457	-5.853	-3.407	0.078	0.199	0.006
O	-7.475	-0.867	-5.378	-0.275	0.026	0.072
O	-7.455	7.802	25.654	0.236	0.467	-0.306
O	-4.525	-6.998	25.627	-0.744	0.319	0.27
O	-8.121	8.086	-0.37	0.181	0.159	-0.305
O	-3.199	5.107	25.69	0.36	-0.005	0.581
O	-4.634	-6.814	22.957	-0.446	-0.334	0.012
O	4.378	-3.128	-3.935	0.236	-0.09	-0.446
O	8.138	1.874	26.213	0.114	0.075	-0.578
O	2.817	0.072	22.098	-0.278	0.18	0.625
O	-4.184	4.769	-1.258	0.342	0.467	-0.412

Results
total energy: -101655.132 eV
total energy less fixed offsets of O -438.25, Si -107.07 eV per atom: -1.932 eV
